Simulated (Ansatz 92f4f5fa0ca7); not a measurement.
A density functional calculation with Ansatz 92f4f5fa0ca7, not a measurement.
Periodic cell of 210 atoms, Si128O78As4, from a study of silicon, its oxide and their interface. The atomic structure is a simulated model.
Doubt: the cutoff is far below the 930 eV that the study's wrapper takes by default for these files, so forces and energies are approximate.
This geometry differs little from another in the collection (a relaxation step or a small displacement).

Settings
functional: PBE
potential files: Ansatz PAW
basis: plane waves
wave-function cutoff: 580 eV
density cutoff ratio: 5
exchange-correlation grid ratio: 1
k mesh: 1 x 1 x 1, Gamma-centred
self-consistency stop: 5e-08 eV per atom in the density residual
occupations: fixed
spin: none
net charge: 0

Cell vectors (angstrom)
a	10.938	0	0
b	0	10.938	0
c	0	0	31.6395

Atoms and the computed forces on them: element, x, y, z (angstrom), force x, y, z (eV/angstrom)
Si	-0.4075	0.4884	24.2585	-0.0116	0.0204	-0.0045
Si	6.0288	-0.5521	24.0439	0.0309	-0.0052	0.0271
Si	2.2679	3.1303	24.4534	-0.0291	-0.0341	0.0267
Si	8.8399	2.2758	24.0858	0.0085	-0.0321	0.0124
Si	0.6279	4.9569	24.3788	0.0232	0.0365	-0.0153
As	5.0342	5.8969	24.0487	0.008	-0.0109	0.009
As	3.1915	7.7257	24.0436	-0.0059	0.0087	-0.0009
Si	7.7328	8.5226	24.2379	-0.0283	-0.0044	-0.0029
Si	1.3015	1.3712	25.6435	0.0095	0.0007	-0.012
Si	6.9492	1.3076	25.2954	0.0019	0.0109	-0.0114
Si	4.1106	4.1646	25.5085	0.0099	0.0101	-0.0164
Si	9.6337	4.0707	25.4376	-0.0136	-0.011	-0.0039
Si	1.5205	6.7902	25.5603	-0.007	-0.0014	-0.0089
Si	6.7083	6.8602	25.5519	0.0111	0.0022	-0.0087
Si	4.2017	9.498	25.3912	-0.0003	-0.0071	-0.0088
Si	9.541	9.5732	25.41	0.01	0.0212	-0.0031
Si	2.7787	-0.0553	26.8007	-0.0039	0.0126	0.0041
Si	8.2172	-0.0061	26.8431	0	-0.0063	0.0138
Si	-0.0402	2.7572	26.9482	0.0014	-0.0078	0.0176
Si	5.5336	2.6978	26.7447	-0.0033	-0.0129	0.0034
Si	2.7818	5.4346	26.9537	-0.0187	-0.0105	0.0224
Si	8.1953	5.4553	26.7861	0.0037	0.0079	0.003
Si	0.0192	8.2018	26.7868	-0.0031	-0.0042	0.0075
Si	5.4448	8.2301	26.9269	0.0142	0.0156	0.0153
Si	4.1018	1.3673	28.2212	0.2604	-0.0587	-0.6813
Si	9.5708	1.3673	28.2212	-0.3495	-0.133	0.4572
Si	1.3673	4.1018	28.2212	-0.0865	-0.0385	0.6348
Si	6.8362	4.1018	28.2212	0.1208	-0.2202	-0.5156
Si	4.1018	6.8362	28.2212	0.0597	0.1302	0.7174
Si	9.5708	6.8362	28.2212	0.0196	-0.0355	-0.5998
Si	1.3673	9.5708	28.2212	0.1068	-0.1373	-0.3891
Si	6.8362	9.5708	28.2212	0.1638	0.2704	0.2352
Si	0	0	29.5885	-0.0237	0.0807	-0.0135
Si	5.469	0	29.5885	0.0769	0.042	0.0341
Si	2.7345	2.7345	29.5885	-0.0771	0.0316	-0.0175
Si	8.2035	2.7345	29.5885	-0.0399	-0.105	0.0442
Si	0	5.469	29.5885	0.0612	0.0003	0.038
Si	5.469	5.469	29.5885	-0.0158	0.1065	-0.0106
Si	2.7345	8.2035	29.5885	-0.0464	-0.1141	0.0464
Si	8.2035	8.2035	29.5885	-0.005	0.0634	-0.027
Si	1.3673	1.3673	30.9557	0.0561	-0.032	0.0053
Si	6.8362	1.3673	30.9557	0.0033	0.0928	0.0093
Si	4.1018	4.1018	30.9557	0.0427	-0.0405	-0.0059
Si	9.5708	4.1018	30.9557	-0.055	-0.0291	-0.0131
Si	1.3673	6.8362	30.9557	-0.018	0.0708	0.0124
Si	6.8362	6.8362	30.9557	0.0652	-0.0787	0.0002
Si	4.1018	9.5708	30.9557	-0.0557	0.0076	-0.019
Si	9.5708	9.5708	30.9557	0.0179	-0.0754	0.0001
Si	2.7345	0	0.6835	0.0143	-0.0311	0.0246
Si	8.2035	0	0.6835	-0.0381	0.0464	-0.0147
Si	0	2.7345	0.6835	-0.0041	0.0211	0.0153
Si	5.469	2.7345	0.6835	0.0057	-0.0095	0.0281
Si	2.7345	5.469	0.6835	-0.0369	-0.0007	-0.0126
Si	8.2035	5.469	0.6835	-0.0098	0.0305	0.0298
Si	0	8.2035	0.6835	0.0229	-0.013	0.0346
Si	5.469	8.2035	0.6835	-0.0211	0.0369	0.0047
Si	4.1018	1.3673	2.0507	-0.0313	0.0289	0.0264
Si	9.5708	1.3673	2.0507	-0.09	-0.0087	-0.0276
Si	1.3673	4.1018	2.0507	0.0733	0.0112	-0.0013
Si	6.8362	4.1018	2.0507	0.0541	-0.0479	0.0148
Si	4.1018	6.8362	2.0507	-0.0271	-0.07	-0.0147
Si	9.5708	6.8362	2.0507	-0.0689	-0.0128	0.0295
Si	1.3673	9.5708	2.0507	0.0181	-0.009	0.0226
Si	6.8362	9.5708	2.0507	0.1125	-0.0104	-0.0264
Si	0	0	3.418	0.0591	-0.0155	0.4439
Si	5.469	0	3.418	-0.0363	-0.0045	0.4277
Si	2.7345	2.7345	3.418	-0.0216	0.0246	-0.2732
Si	8.2035	2.7345	3.418	-0.0112	-0.128	-0.7626
Si	0	5.469	3.418	0.1672	0.0462	0.2832
Si	5.469	5.469	3.418	-0.3143	0.0959	0.2842
Si	2.7345	8.2035	3.418	-0.1268	-0.0615	0.0068
Si	8.2035	8.2035	3.418	-0.0207	0.2446	-0.6035
Si	1.389	1.4097	4.8119	0.0045	0.0074	-0.0104
Si	6.8736	1.4083	4.7783	0.0325	-0.0137	0.0033
Si	4.032	4.0961	4.8098	-0.0151	-0.0153	-0.0058
Si	9.5741	4.0322	4.7371	0	-0.0107	0.0174
Si	1.359	6.8757	4.8465	-0.0064	0.0126	0.0056
Si	6.8099	6.9318	4.7406	0.0226	0.0209	-0.0029
Si	4.0498	9.5598	4.8268	-0.0131	-0.0074	0.0039
Si	9.5446	9.5317	4.7946	-0.0067	-0.0064	-0.0075
Si	2.6612	0.0064	6.2218	0.0229	0.0065	0.0185
Si	8.2479	0.0128	6.1398	-0.021	0.0078	0.0017
Si	-0.0343	2.6881	6.2065	-0.0033	0.0026	0.0081
Si	5.4644	2.7478	6.1392	0.0079	0.0315	0.0188
Si	2.6336	5.4269	6.2591	0.0069	-0.0015	0.0024
Si	8.1965	5.4921	5.9342	-0.0083	-0.0008	0.0048
Si	-0.0651	8.2289	6.2574	0.0033	-0.0103	0.0093
Si	5.4425	8.2111	6.2269	-0.0079	-0.0085	0.0032
Si	4.6027	0.8974	7.3483	-0.0241	-0.0414	-0.0181
As	9.9731	0.9151	7.6466	-0.0102	0.015	-0.0059
Si	0.6994	4.5674	7.5224	-0.0338	0.0149	-0.0141
Si	6.3816	4.6821	7.2001	-0.0335	-0.0132	-0.0244
Si	4.5478	6.3057	7.3768	0.0325	-0.0105	-0.0131
Si	9.8862	6.2937	7.3868	0.0361	-0.0013	-0.0054
As	0.8928	10.0115	7.6743	0.0117	-0.0131	-0.005
Si	6.3625	10.1294	7.3549	-0.0013	0.0351	-0.0171
O	4.7182	1.1772	9.0142	-0.0057	0.014	0.0129
O	6.5943	10.2403	9.0333	0.007	-0.0105	0.0124
O	9.2078	6.2765	8.9423	-0.0199	-0.0085	0.0088
O	0.6958	4.2512	9.1658	0.0086	0.0004	0.0156
O	4.3509	6.52	9.011	-0.008	-0.0012	0.0144
O	6.9584	4.6968	8.751	0.0181	0.0144	0.0238
O	5.6738	-0.1757	22.4479	-0.0115	0.0193	-0.036
O	8.1548	7.64	22.8727	0.0167	0.0064	-0.0337
O	23.6529	6.54	20.807	-0.0022	-0.0005	0.0033
O	2.5375	2.403	22.9949	-0.0104	0.0138	-0.0467
O	8.7716	2.7575	22.463	-0.0058	-0.0108	-0.0505
O	11.1234	0.1727	22.7221	-0.0173	-0.0118	-0.0255
Si	1.1224	2.7104	13.1545	0.0006	0.0025	-0.004
Si	15.7392	2.8622	16.5848	-0.0013	-0.0008	-0.0041
Si	7.9534	-4.9042	14.1057	-0.0009	-0.0039	-0.0009
Si	2.9087	1.7173	21.5974	0.0006	0.0104	0.0359
Si	24.8181	-5.884	17.5834	0.0019	0.003	-0.0053
Si	6.4506	10.1504	16.9299	0.0021	-0.002	-0.0023
Si	13.2475	-0.6829	20.0948	-0.0106	0.0024	0.0018
Si	12.5113	-1.3616	15.6078	-0.0005	0.0009	-0.0001
Si	1.157	15.5045	10.6993	0.001	-0.004	-0.0204
Si	7.7451	2.8134	10.934	0.0038	-0.006	-0.0099
Si	13.1458	-3.6259	19.4258	-0.0008	-0.0001	-0.0067
Si	14.1931	1.0315	14.5104	0.0009	-0.0007	-0.0008
Si	7.9656	-2.7895	18.6833	-0.0007	0.0064	-0.0043
Si	10.4863	-0.2888	21.2856	-0.0288	0.0023	0.034
Si	22.2557	5.8084	21.2563	-0.0219	0.0071	0.0379
Si	9.509	3.2877	18.287	0.0056	-0.0039	0.0002
Si	16.5451	11.7784	21.1607	0.0289	-0.0039	0.0138
Si	23.0281	3.3543	19.5179	-0.0019	-0.0013	-0.0046
Si	-0.0585	9.5034	12.8586	0.0021	-0.0007	-0.001
Si	8.1533	5.2889	9.7021	0.007	0.0053	-0.0229
Si	6.0918	0.6851	9.7935	0.0073	0.0017	-0.0126
Si	6.3628	8.5794	14.2883	0.0009	0.0024	0.002
Si	25.3793	18.5498	14.5492	-0.0008	0.002	0.0026
Si	-3.2215	1.8257	16.1396	0.0039	0.0032	-0.0011
Si	8.8936	-3.0511	21.4434	0.0035	0.0065	0.0389
Si	5.0153	21.4394	12.3711	0.0031	0.0076	-0.004
Si	2.6549	-2.0056	11.7488	-0.0011	-0.0042	-0.0094
Si	20.2093	1.2776	13.3347	-0.0018	0.0029	-0.0008
Si	21.668	8.2841	17.6204	0.0007	0.0007	-0.0009
Si	4.3812	0.4657	18.4245	0.0018	0.0019	-0.0025
Si	1.7718	5.3726	14.7794	-0.0001	-0.0014	-0.0003
Si	8.5294	2.1215	20.959	-0.0228	-0.0303	0.0359
Si	14.6353	6.2997	10.4786	0.0002	0.0036	-0.0173
Si	6.3026	5.2591	11.8384	-0.003	0.0035	-0.0016
Si	10.6062	17.3963	12.7953	0.003	-0.0014	-0.0041
Si	19.9224	-4.9126	16.9569	0.0015	-0.0003	-0.0018
O	18.786	6.7333	17.8872	0.0007	-0.0022	0.0021
O	31.8694	-4.1929	21.0552	0.0042	-0.0073	0.0102
O	6.7343	9.6712	15.416	0.0015	-0.0009	0.003
O	13.191	12.4921	13.3314	0.0021	-0.0004	0.0001
O	9.6544	-6.0869	17.8476	-0.0005	0.002	0.0037
O	6.4224	14.5985	11.4661	-0.0013	0.0052	-0.001
O	14.1488	17.3768	18.4477	0.0024	-0.0031	0.005
O	8.4444	12.8899	12.1129	0.0065	-0.0036	0.006
O	0.6371	6.3467	14.1158	0.0026	0.0001	0.0028
O	13.2856	3.9953	18.6499	0.0037	0.002	0.0024
O	5.9949	9.2843	12.8639	0.0024	-0.0026	0.0013
O	10.6146	2.1488	13.6332	-0.0023	-0.0009	-0.0006
O	12.7878	2.2848	20.5077	0.0085	-0.0064	0.0059
O	19.2553	1.3549	14.6774	-0.0003	0.001	0.0016
O	7.6782	18.5796	14.1392	0.0007	0.0017	-0.0004
O	-5.0572	0.529	11.4009	-0.0031	-0.0026	0.0069
O	4.4952	-8.8997	21.3526	-0.0114	0.0004	0.003
O	11.366	5.4151	22.8114	0.0202	-0.0203	-0.0203
O	12.1168	-1.291	11.7607	0.0002	-0.0011	0.0021
O	5.2572	11.0083	19.7569	-0.0045	0.0058	0.0022
O	2.4384	0.0157	15.5008	-0.0012	-0.0009	0.0007
O	11.509	-1.4452	14.344	0.001	0.0002	0.0026
O	9.2283	5.679	13.1564	-0.0021	-0.0002	0.0007
O	13.9918	-24.3701	13.2406	0.0021	-0.001	0.0051
O	17.2928	-8.1746	16.0433	-0.0004	-0.0004	0.0011
O	2.7149	5.0146	10.5601	0.0014	0.0022	0.0053
O	6.8105	9.0993	18.0963	0.0026	0.0006	0.0011
O	0.8163	-3.4029	18.6213	-0.0012	0.0019	0.0036
O	9.5835	-10.0264	20.6783	-0.008	-0.0039	0.0146
O	11.6232	-0.6869	20.1901	0.0063	-0.0045	-0.0009
O	18.2973	-10.3928	17.0823	-0.0001	-0.0006	0.0022
O	4.8676	10.4841	17.1616	0.0031	-0.0019	0.0006
O	3.2104	16.9614	14.356	0.001	0.0009	-0.0003
O	4.8631	5.9791	11.5801	0.0044	-0.0022	0.0053
O	7.0271	1.5532	20.9582	0.0279	0.0148	0.0135
O	14.7337	10.031	11.3826	-0.0011	0.0001	0.0012
O	7.2707	12.761	9.7165	0.0031	-0.0011	0.0104
O	8.8702	2.5816	16.9786	-0.0026	-0.0008	0.0004
O	-0.69	-2.9076	12.5292	0.0006	0.0026	-0.0007
O	7.4058	17.0253	10.9249	-0.0014	-0.0064	0.0036
O	19.588	3.1493	19.6866	0.0005	0.0055	-0.0052
O	13.7535	11.0998	18.7783	0.003	0.0005	0.0013
O	10.1267	7.153	16.5842	0.0004	-0.0003	0.0002
O	8.8242	14.8539	10.3384	-0.0079	-0.0005	0.005
O	7.7503	7.9171	20.2781	0.0014	-0.0022	-0.0003
O	15.5436	-8.9182	17.9797	0.0015	0.0003	0.0031
O	13.7338	-3.2973	10.7715	-0.0026	0.0066	0.0075
O	2.5968	8.2904	15.7373	0.0014	0.0007	0.0017
O	22.1619	-6.4923	20.3724	-0.0011	0.0032	0.0025
O	11.5215	-1.4225	16.905	0.0027	0.0021	-0.0008
O	14.7699	2.2536	15.4125	0.0025	0.0012	0.003
O	9.578	-1.5902	21.5786	0.0192	0.0129	-0.0074
O	2.8279	0.0653	21.4719	-0.0002	0.0002	-0.0082
O	6.6388	5.3443	13.438	0.0039	0.001	0.0036
O	12.496	3.9041	14.159	0.0006	0.0022	0.0013
O	9.747	-0.2396	12.8453	-0.0004	0.0024	0
O	9.4361	-2.0863	18.4444	0.0019	-0.0017	0.0012
O	15.4294	0.3001	13.7299	-0.0015	0.0016	0.0006
O	13.8124	8.7286	19.8999	0.0011	0.0013	0.0057
O	10.9995	2.6531	18.5294	-0.0014	0.0045	0.003
O	26.1862	4.4022	16.9265	-0.0011	-0.0009	0.0039
O	22.9407	3.2041	11.5992	0.0005	-0.0027	0.007
O	5.0872	7.7308	14.8412	0.0001	0.0006	0.0009
O	8.2733	5.4639	15.6	0.0004	0.0019	0.0012
O	0.3176	5.759	11.4635	-0.0016	0.0045	0.0054
O	12.7436	5.2958	16.4122	-0.0009	0.0005	0.0017

Results
free energy: -145157.196 eV
free energy less fixed offsets of As -4856.12, O -568.88, Si -635.61 eV per atom: -1.996 eV

The program warned: the cutoff lies below the one the program advises for these potential files; the forces do not sum to zero within the program's tolerance; the exchange-correlation potential is rough where the density is thin.
